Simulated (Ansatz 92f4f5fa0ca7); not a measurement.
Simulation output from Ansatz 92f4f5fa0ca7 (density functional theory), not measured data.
Periodic cell of 203 atoms, Si117O86, from a study of silicon, its oxide and their interface. The atomic structure is a simulated model.

Settings: functional r2SCAN; potential files Ansatz norm-conserving; basis plane waves; wave-function cutoff 1300 eV; density cutoff ratio 4; exchange-correlation grid ratio 1; k mesh 2 x 2 x 1, shifted by 0.5 0.5 0.5 of a step; self-consistency stop 5e-08 eV per atom in the density residual; occupations Fermi-Dirac, 0.05 eV; spin none; net charge 0.

Cell vectors (angstrom)
a 11.5403 0 0
b 0 11.5403 0
c 4.7107 3.2358 26.0583

Atoms and the computed forces on them: element, x, y, z (angstrom), force x, y, z (eV/angstrom)
Si 0.4495 8.2665 -2.3273 -0.1026 -0.0184 -0.1839
Si -1.6668 11.7037 -0.4945 -0.0793 0.579 -0.4308
Si 7.815 3.0989 -3.6186 -0.1316 -0.1388 -0.1561
Si 3.2595 9.4812 -1.81 0.0791 0.1632 -0.1737
Si 3.5987 12.3934 -0.5525 0.1232 0.135 0.1414
Si 1.7014 4.8463 1.3627 -0.619 -0.2225 -0.6829
Si 8.0302 10.3911 2.5058 0.1245 -0.0329 0.1305
Si 7.5576 7.4814 -1.7635 -0.0856 -0.1009 -0.2915
Si 8.9949 4.7565 -1.2969 0.0103 -0.017 -0.09
Si 0.9769 8.7431 1.4472 -0.2725 -0.1285 -0.1058
Si 0.832 12.6782 1.0262 -0.0947 0.2282 -0.7245
Si 0.5852 5.3333 -1.5414 0.2182 -0.0456 0.0255
Si 4.3119 6.7948 2.5127 0.1402 0.2389 0.0335
Si 5.0508 12.3883 1.299 -0.0852 0.0441 -0.0086
Si 4.3778 4.7176 1.4942 0.7963 -0.0419 0.2315
Si 8.4536 8.5979 0.9838 -0.4846 -0.325 -0.3398
Si 10.5547 9.4515 0.1848 0.4313 -0.4331 -1.0313
Si 7.5667 4.6034 1.3155 -0.0775 -0.0772 -0.1091
Si 0.6071 10.7276 2.5298 0.4151 0.3905 0.3689
Si 0.6741 14.5 2.4967 0.1157 0.0443 0.1396
Si 0.6507 6.709 2.5771 0.2165 -0.1227 -0.1538
Si 4.3401 10.4593 2.4615 0.1968 0.1104 -0.0063
Si 4.4386 14.2591 2.6843 0.1072 -0.2578 -0.1225
Si 3.4216 8.6408 1.1516 0.2798 -0.1132 -0.7348
Si 7.518 12.3707 1.419 0.0798 0.0418 -0.4789
Si 8.0484 14.2808 2.6806 -0.2276 0.1707 -0.0158
Si 8.1803 6.6913 2.4084 -0.2255 -0.2293 -0.0168
Si -1.4623 10.565 3.7274 -0.0047 -0.1277 -0.1603
Si -1.3943 14.3866 3.7822 0.0551 0.0214 -0.1386
Si -1.4195 6.6326 3.7916 -0.0482 0.0016 -0.0232
Si 2.5295 10.6432 3.9139 -0.2289 0.2481 0.1967
Si 2.4941 14.2986 3.9713 -0.0049 -0.0025 0.1193
Si 2.511 6.771 3.9952 -0.0842 -0.0903 0.2561
Si 6.203 10.3755 3.9636 -0.2002 0.023 0.1294
Si 6.2536 14.3141 4.143 0.1134 -0.0707 0.3149
Si 6.2799 6.7588 3.8958 0.0178 0.1612 0.1313
Si -1.3719 8.6442 5.1164 0.0506 -0.0015 -0.0634
Si -1.4118 12.4276 5.1339 0.0245 0.0891 0.1256
Si -1.4941 4.7222 5.1997 -0.0094 -0.0159 0.1549
Si 2.5358 8.739 5.3 0.0689 -0.0606 -0.0292
Si 2.5461 12.4352 5.3874 0.0817 0.0049 -0.036
Si 2.5124 4.77 5.2153 -0.0787 -0.0029 0.0365
Si 6.2745 8.5803 5.4176 0.1137 -0.0232 -0.0013
Si 6.282 12.3209 5.3995 -0.1241 0.0078 -0.0588
Si 6.2492 4.7896 5.3528 -0.0442 0.0221 -0.1586
Si 0.5494 8.7265 6.5126 -0.1004 -0.0652 -0.1057
Si 0.507 12.3778 6.5026 0.0518 -0.0459 -0.0552
Si 0.5097 4.7804 6.4181 0.0762 -0.0106 -0.059
Si 4.3653 8.7172 6.8161 -0.0173 0.0115 0.0729
Si 4.4039 12.4651 6.8443 0.0926 0.0156 0.026
Si 4.3154 4.8 6.7127 0.0838 0.0082 -0.0095
Si 8.3125 8.6065 6.6063 -0.0958 0.0097 -0.1497
Si 8.2944 12.3348 6.6456 -0.1217 0.0408 -0.0348
Si 8.1604 4.6685 6.7406 -0.0533 -0.105 0.1538
Si 0.5876 10.5648 8.0127 0.1369 0.1777 -0.0281
Si 0.4582 14.3625 7.6719 0.0401 -0.2294 0.0342
Si 0.5424 6.7366 7.6979 -0.0228 0.0934 -0.2969
Si 4.4414 10.628 8.3146 -0.087 -0.1432 0.0707
Si 4.1849 14.4494 8.1211 0.0665 0.0247 0.1356
Si 4.3458 6.7199 8.0674 -0.0301 0.0173 -0.0505
Si 8.3758 10.455 8.0853 0.074 -0.208 0.1278
Si 8.1019 14.1197 8.1608 -0.0406 -0.0221 -0.1738
Si 8.2745 6.7041 7.9579 -0.0864 0.1944 -0.0217
Si 10.3271 10.4917 9.5118 0.0537 -0.0084 0.0053
Si 10.2018 14.2616 9.0794 0.2308 0.0063 -0.2419
Si 10.2881 6.7401 9.1487 0.0818 -0.0192 0.1263
Si 2.4034 10.6584 9.6088 -0.1436 -0.1379 0.1666
Si 2.1209 14.3411 9.2924 -0.2644 0.1929 -0.0947
Si 2.3003 6.7537 9.217 -0.0413 0.057 -0.031
Si 6.5162 10.6846 9.5566 -0.032 0.1422 -0.1382
Si 5.3515 3.088 10.1537 -0.4111 0.0413 0.0719
Si 6.3517 6.8654 9.3171 -0.0101 0.0322 -0.2674
Si 11.0599 8.4835 10.6359 -0.4881 -0.2681 0.5562
Si 10.7977 12.5577 10.6038 -0.2635 0.1098 0.4797
Si 10.5193 4.6931 10.2337 -0.0815 0.124 0.0547
Si 2.0789 8.5431 10.7341 0.0725 0.2311 -0.4453
Si 1.639 12.6644 10.9729 0.1544 -0.0659 -0.1934
Si 1.3911 4.846 10.2655 0.03 -0.2545 0.4077
Si 6.3283 8.6575 10.877 0.6797 -0.1377 -0.0596
Si 7.0053 13.0178 10.1613 0.2871 0.1908 0.0845
Si 6.4514 5.0666 10.7783 0.0723 -0.0587 -0.1363
Si 5.2526 9.8195 14.3187 0.1362 0.1337 0.425
Si 8.4444 13.6513 12.074 -0.1642 -0.326 0.4714
Si 8.628 4.59 11.6676 0.341 0.4262 0.5812
Si 4.2236 8.1556 11.9906 -0.46 0.483 0.7708
Si 3.2959 15.6598 12.2924 -0.302 -0.5891 0.3315
Si 2.1841 2.2835 13.2753 0.067 0.3118 0.1657
Si 6.0973 4.9023 15.1131 0.0421 0.0662 0.1174
Si 7.9842 9.8574 20.544 -0.0663 -0.0074 -0.0204
Si 8.9 7.5607 12.6588 0.3357 -0.2599 0.2805
Si 5.4039 11.5942 16.5521 0.0522 0.031 0.3157
Si 2.9061 3.9899 17.8476 0.0584 -0.0317 0.1202
Si 4.8989 5.8608 12.4249 0.5397 -0.2578 0.5871
Si 0.7699 5.6331 17.053 0.2582 -0.06 0.1193
Si 1.7381 8.5402 20.374 0.0149 -0.1023 0.111
Si 8.0804 9.1134 14.9929 -0.0213 0.1552 0.1698
Si 10.2463 6.0124 17.9634 -0.5221 0.2479 0.2919
Si 7.2804 0.1728 14.2291 0.1326 0.0396 0.2449
Si 2.7806 10.9598 21.945 0.1086 0.0329 -0.2832
Si 4.442 14.417 20.1531 0.0317 -0.1533 -0.0177
Si 12.3895 1.3893 20.9151 -0.0238 0.0231 0.0324
Si 2.3581 3.546 22.4003 -0.1341 -0.0153 -0.3165
Si 5.0106 6.3787 17.5607 0.0105 0.1082 0.1934
Si 2.6628 7.9613 17.6037 0.2047 -0.0604 0.0043
Si 8.8178 4.0102 16.0443 -0.0484 -0.0929 0.1866
Si 11.5875 1.4321 18.0406 -0.0117 -0.0918 0.2008
Si 6.1907 11.9417 19.3808 -0.0602 -0.1557 -0.0027
Si 7.0273 7.3448 22.1487 0.0313 -0.0503 -0.1943
Si 9.4586 5.6518 22.9833 0.0623 0.1184 -0.196
Si 8.7476 2.034 18.4532 -0.092 -0.2009 0.0545
Si 4.0118 14.0539 15.5592 -0.1147 -0.1821 0.1403
Si 9.1776 15.9898 20.1891 -0.0543 -0.052 0.0736
Si 0.0713 3.2794 15.4082 0.0761 -0.0222 0.1265
Si 9.391 9.013 17.8381 -0.0951 0.0101 0.15
Si 10.0111 11.4416 22.3887 0.041 -0.0808 -0.2196
Si 6.3176 5.4567 20.006 -0.0987 0.1097 0.147
Si 0.7182 10.0486 18.0139 -0.0363 0.1461 0.0058
O 10.8232 10.6861 23.5696 0.2163 0.1746 0.0606
O -0.6314 8.9765 -1.3683 -0.1303 0.0405 0.03
O -0.4218 12.6945 -0.0673 -0.0582 -0.2731 0.3163
O 3.2141 11.0171 -1.313 0.0498 -0.0888 0.0828
O 8.7012 3.6293 -2.392 -0.0056 0.1643 0.1632
O 3.705 8.5828 -0.5105 -0.2471 0.1273 0.3322
O 2.1824 12.9504 0.0768 -0.1177 -0.3808 0.3478
O -1.0257 5.2383 -1.5313 -0.0775 -0.0035 0.0396
O 1.1677 4.6863 -0.1921 0.0187 0.2098 0.0021
O 7.5203 8.4042 -0.4264 0.4441 0.1401 0.4916
O 8.4432 12.3069 0.0423 0.1032 -0.1126 0.0792
O 5.9702 4.6749 0.763 -0.1429 0.0345 0.284
O 10.2976 8.1776 12.0813 -0.163 -0.0352 -0.3197
O 8.8989 5.9278 12.6461 -0.3283 0.0973 -0.2016
O 9.913 12.8921 12.0025 -0.0312 0.0328 -0.4702
O 7.747 13.0582 13.4752 0.1412 0.0858 -0.3832
O 8.4019 9.1051 16.5709 0.0606 -0.0515 -0.169
O 1.9193 4.9208 11.8302 0.438 -0.1604 -0.2988
O 6.8228 11.9408 15.7942 -0.1954 -0.0945 -0.2714
O 4.092 3.0223 11.2841 0.242 0.6251 -0.1007
O 7.6357 8.242 11.8718 -0.413 0.1131 -0.1475
O 8.3715 2.9249 17.1631 0.1689 0.1814 -0.1362
O 5.1333 3.5909 15.1059 -0.111 0.0914 -0.047
O 8.6889 9.7576 19.0908 0.0844 -0.1216 -0.0717
O 7.3559 8.4499 21.0155 -0.0157 -0.0461 0.1832
O -1.8817 11.7872 -2.1214 0.0451 -0.1323 0.4658
O 8.5773 1.7541 -4.1099 0.051 -0.0439 0.232
O 2.6708 9.4324 21.369 -0.1998 0.165 0.0205
O 3.3489 14.4593 18.9587 0.0709 0.2102 -0.0797
O 7.9288 5.9611 -1.4012 0.1331 0.0953 -0.0421
O 1.8542 11.2215 23.2468 -0.0889 -0.0956 0.0777
O 11.0565 0.5686 21.3473 0.074 -0.0324 0.1404
O 12.0892 2.0569 19.4625 -0.0351 -0.1677 -0.1552
O 7.4479 12.7303 18.7891 0.0399 0.0633 0.0027
O 5.7188 5.8432 13.8671 -0.1432 -0.0133 -0.2049
O 12.4726 7.4348 21.2411 0.1859 0.0458 0.0603
O 4.2171 7.7464 17.1589 -0.2663 -0.2268 0.1006
O 9.6499 7.4842 18.284 0.24 -0.1244 -0.1448
O 2.8636 3.3152 16.3676 0.1427 0.0374 0.1367
O 0.6013 4.8062 15.6489 -0.0243 -0.1614 0.1895
O 6.7257 10.8816 20.4719 0.1433 0.033 -0.0971
O 10.0132 3.3994 15.1286 0.0648 0.0654 0.0848
O 9.1449 14.4327 19.7723 0.0048 0.1924 -0.1649
O 3.9503 5.2042 17.8168 -0.0568 -0.0666 -0.1052
O 4.1535 9.0437 13.4382 0.2501 -0.4005 -0.4683
O 11.799 2.4101 16.778 -0.0433 0.1403 -0.1329
O 4.6023 12.9911 16.6092 -0.0169 0.0808 -0.3044
O 8.4502 10.5709 14.315 -0.3811 -0.1254 0.0161
O 9.0309 5.0501 24.4159 -0.1884 -0.0205 -0.0759
O 1.8078 9.1462 -2.4848 -0.0125 -0.0815 0.3027
O 5.5469 11.1398 18.1074 0.0875 0.2057 -0.1783
O 5.1708 12.9724 20.0969 -0.0048 0.1417 -0.08
O 6.0124 5.8617 16.4174 -0.0823 -0.1828 -0.158
O 12.253 9.5309 19.5737 0.185 -0.0813 -0.1834
O 1.463 4.6303 18.1664 0.0066 0.2303 -0.5258
O 8.4763 6.9197 22.7427 -0.0416 -0.198 -0.0298
O 8.8961 7.9499 14.2401 -0.223 0.1023 -0.2627
O 2.6138 7.7623 19.2358 -0.2252 0.1748 -0.2189
O 9.2258 5.339 16.8775 0.2366 -0.185 -0.0022
O 6.4794 8.854 14.8027 -0.0295 0.1511 -0.2
O 9.2878 16.0864 21.7984 -0.0473 0.1646 -0.0688
O 5.5308 4.053 19.9562 -0.0421 0.0498 -0.0593
O 1.7546 6.8925 16.7807 -0.0039 -0.0442 0.1925
O 0.9752 6.8945 -1.6447 -0.1511 0.0871 -0.0085
O 10.8144 9.6584 17.3949 0.0768 -0.1199 0.1358
O 5.9639 -0.4805 13.4788 0.0586 -0.278 0.1901
O 2.0139 9.4069 17.2616 -0.1324 -0.2253 0.2223
O 6.25 6.0767 21.4938 0.2382 0.0935 -0.118
O 10.004 1.0588 18.1335 0.1318 0.283 -0.0169
O 0.7964 2.6 14.1282 0.418 -0.1889 -0.0998
O 4.3672 9.3356 -2.9862 -0.1615 -0.0924 0.236
O 9.0867 10.3632 21.6142 0.0056 0.1548 0.085
O 10.3641 16.7715 19.4115 -0.1469 -0.0035 -0.3588
O 7.6086 4.345 15.0372 -0.0441 0.0467 0.0042
O 4.3405 11.2303 22.3336 -0.0445 0.0085 0.3753
O 8.7315 4.1981 0.1967 -0.3539 0.1753 -0.0339
O 6.3022 2.8644 -3.0816 -0.0249 -0.076 -0.0664
O 3.3485 13.2426 14.3078 -0.2791 0.0612 0.1107
O 3.6769 3.138 21.5442 -0.1319 0.0002 0.0725
O 2.1822 0.4307 20.8056 -0.1403 -0.0395 0.2637
O 5.9961 7.843 23.2672 -0.0604 0.1076 0.1721
O 7.8465 5.1679 19.6267 0.1157 -0.1061 0.1075
O 5.7923 6.5797 18.9592 -0.0655 -0.3045 -0.1407
O 12.6903 2.5073 22.0493 0.2119 -0.0248 -0.03
O 4.6122 10.468 15.6786 0.2395 0.1143 -0.1963
O 0.9129 11.6302 17.8254 -0.1798 -0.0088 0.0683

Results
free energy: -53692.725 eV
free energy less fixed offsets of O -463.61, Si -117.95 eV per atom: -22.115 eV
pressure: -1.67 GPa
stress xx, yy, zz, yz, xz, xy (GPa, positive in tension): 2.52, 1.03, 1.45, 0.11, 0.06, -0.02
